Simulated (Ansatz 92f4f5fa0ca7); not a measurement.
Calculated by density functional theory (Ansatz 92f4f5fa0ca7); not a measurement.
Periodic cell of 171 atoms, Si99O72, from a study of silicon, its oxide and their interface. The atomic structure is a simulated model.

Settings
functional: r2SCAN
potential files: Ansatz norm-conserving
basis: plane waves
wave-function cutoff: 1300 eV
density cutoff ratio: 4
exchange-correlation grid ratio: 1
k mesh: 2 x 2 x 1, shifted by 0.5 0.5 0.5 of a step
self-consistency stop: 5e-08 eV per atom in the density residual
occupations: Fermi-Dirac, 0.05 eV
spin: none
net charge: 0

Cell vectors (angstrom)
a  11.5403  0  0
b  0  11.5403  0
c  0.7072  -0.3215  23.7492

Atoms: element, x, y, z (angstrom)
Si  -1.0209  1.5217  1.0215
Si  -0.9582  4.5466  0.7001
Si  -1.2341  10.0473  0.699
Si  2.8676  1.6979  0.9574
Si  2.9247  4.6925  0.2396
Si  2.4951  10.2593  0.2572
Si  6.7574  1.6836  0.928
Si  6.9964  4.7318  0.6111
Si  6.6104  10.1714  0.2817
Si  0.9349  1.5989  2.2336
Si  1.0563  5.2706  1.7077
Si  0.817  9.5262  1.809
Si  4.8204  1.6721  2.1915
Si  4.8681  5.3286  1.5994
Si  4.6062  9.5232  1.4732
Si  8.6162  1.5858  2.2991
Si  8.7411  5.1774  2.0931
Si  8.3855  9.5156  1.8861
Si  1.0122  3.5785  3.386
Si  0.9459  7.3849  2.9508
Si  0.905  11.1983  3.4374
Si  4.8648  3.6409  3.3565
Si  4.8034  7.4321  2.8366
Si  4.7358  11.1804  3.2768
Si  8.6929  3.4646  3.6153
Si  8.6421  7.3937  3.0814
Si  8.5404  11.1873  3.503
Si  -0.8592  3.513  4.8206
Si  -0.9374  7.4203  4.4549
Si  -1.0094  11.2094  4.7795
Si  2.9493  3.5424  4.6998
Si  2.9152  7.3829  4.3131
Si  2.8654  11.2373  4.6952
Si  6.7097  3.497  4.8246
Si  6.6927  7.3825  4.412
Si  6.5943  11.227  4.7655
Si  -0.932  1.5786  6.1542
Si  -0.8296  5.5556  5.9341
Si  -0.9505  9.2471  6.0247
Si  2.8884  1.6203  6.0833
Si  3.0073  5.5515  5.8615
Si  2.8919  9.213  5.8406
Si  6.7014  1.5705  6.2095
Si  6.806  5.5315  5.9411
Si  6.6726  9.2285  5.9295
Si  0.9829  1.6291  7.4975
Si  1.1345  5.5615  7.2903
Si  1.0657  9.2858  7.3166
Si  4.7392  1.4953  7.5134
Si  4.8887  5.5222  7.3314
Si  4.74  9.2244  7.256
Si  8.7243  1.5507  7.5581
Si  8.7933  5.4743  7.3168
Si  8.5845  9.3849  7.3033
Si  1.1554  3.6668  8.7364
Si  1.2216  7.436  8.7248
Si  0.9097  11.166  8.75
Si  4.9866  3.5179  8.6941
Si  4.8345  7.4515  8.7116
Si  4.5122  10.9615  8.768
Si  8.985  3.5647  8.8075
Si  8.8276  7.4631  8.5217
Si  8.4506  11.1858  8.9403
Si  -0.586  4.1651  10.2173
Si  -0.8108  7.3435  9.8012
Si  -1.004  10.4664  10.017
Si  3.1363  3.9646  10.0212
Si  3.1145  7.0922  10.2435
Si  2.6101  10.9166  10.3773
Si  6.9871  4.0502  9.9151
Si  6.8944  7.1478  9.8034
Si  6.1814  11.5461  10.2219
Si  3.1619  7.6396  19.0105
Si  2.3132  8.7074  12.5108
Si  7.4401  5.7774  12.3227
Si  5.4785  5.0479  17.4894
Si  4.1717  1.7097  11.774
Si  8.9692  0.7017  16.933
Si  8.2589  3.566  20.3576
Si  -1.7402  5.4387  14.1029
Si  6.5772  10.8338  15.6481
Si  0.8035  7.2386  14.6169
Si  3.8098  6.1903  21.4883
Si  1.9881  9.8723  15.2789
Si  10.5398  8.1862  21.7059
Si  3.0425  6.5052  16.4481
Si  7.1138  10.9915  12.8544
Si  6.5409  6.2866  20.2616
Si  11.4485  0.5453  14.9731
Si  -0.6073  2.7379  13.0377
Si  7.0083  4.7907  14.9343
Si  7.8921  12.1674  19.6751
Si  2.0768  8.5446  21.5109
Si  -1.583  11.6365  12.6187
Si  7.1235  2.5799  17.9232
Si  -1.8119  5.2623  22.1814
Si  7.8977  9.1784  20.9439
Si  4.392  8.9489  16.7851
Si  5.9668  1.7865  14.2194
O  6.403  5.4898  16.2466
O  -1.1317  0.1026  0.1
O  6.8673  3.1267  0.0652
O  -1.1681  5.3961  -0.6963
O  7.4186  9.1701  22.5078
O  -1.5898  8.9751  -0.5024
O  2.8655  3.0462  -0.0049
O  10.4387  0.8479  16.2349
O  2.8946  5.1794  -1.3609
O  5.398  6.523  21.4059
O  2.8867  7.3103  22.2234
O  2.8765  0.3238  0.0515
O  7.3202  7.7709  20.2407
O  -1.0031  2.948  0.1423
O  3.3427  6.2688  19.9085
O  3.3875  3.0717  11.3789
O  8.0743  11.0379  16.2742
O  2.6207  8.8034  20.0015
O  6.6544  12.7765  18.7588
O  -2.9039  10.7463  12.3887
O  -1.0026  8.8573  10.5703
O  -0.6506  11.421  11.3229
O  3.0531  5.4958  10.6108
O  -0.7186  5.811  10.5745
O  0.897  8.6488  15.4601
O  1.1845  7.6368  13.0695
O  6.7116  10.1422  14.1715
O  8.1895  3.5267  18.7326
O  1.9017  9.7361  11.3033
O  3.4172  7.7885  11.7343
O  7.2068  4.3458  11.5516
O  5.5041  1.4521  10.8136
O  6.5357  5.6876  13.6666
O  6.4717  3.2556  14.7037
O  4.1366  7.6013  15.8773
O  4.5879  1.8589  13.3521
O  3.1229  12.029  11.4845
O  -0.8863  4.1073  13.8262
O  -0.6849  6.561  14.6631
O  8.0735  2.0648  16.6871
O  0.3397  1.879  14.0938
O  8.1312  13.458  20.7335
O  8.6281  4.9608  15.1361
O  1.2429  11.3086  15.4468
O  7.0417  12.5815  13.2448
O  -0.1512  3.2197  11.5409
O  9.1167  11.9999  18.5594
O  6.1879  10.5795  11.5932
O  2.2492  7.1597  17.7394
O  6.7308  11.8295  -0.0014
O  1.718  10.0722  -1.2243
O  0.5263  8.2152  21.1905
O  -2.537  5.9715  12.7844
O  9.5359  9.1448  20.8504
O  4.4474  8.4122  18.3294
O  5.7554  9.7746  16.5483
O  3.1172  9.9139  16.4513
O  5.7973  0.7407  15.4864
O  10.6666  -0.4652  13.9649
O  2.7181  9.6202  13.8185
O  5.7712  3.4459  17.6822
O  3.9159  5.2402  17.0217
O  6.8489  5.5763  9.3321
O  7.6654  5.6054  -0.6444
O  9.8986  6.7159  21.5033
O  -1.8572  1.7034  12.793
O  9.6382  4.0784  21.0453
O  7.0118  7.0858  11.4602
O  1.91  6.2086  15.3058
O  7.2398  4.8452  20.6871
O  7.5412  10.6857  20.2982
O  5.9218  5.9569  18.7682

Results
free energy: -45069.361 eV
free energy less fixed offsets of O -463.61, Si -117.95 eV per atom: -12.391 eV
pressure: -2.31 GPa
stress xx, yy, zz, yz, xz, xy (GPa, positive in tension): 0.97, 4.22, 1.75, 0.01, 0.88, 0.71

Forces (eV/angstrom), in the order of the atoms: element, x, y, z
Si  0.0004  -0.1119  -1.1692
Si  -0.0367  -0.1918  -0.7789
Si  -0.0733  0.3069  -0.5728
Si  0.0411  -0.0208  -0.5954
Si  -0.0095  -0.4977  -0.5749
Si  -0.2996  0.5124  -0.2857
Si  -0.123  -0.0051  -0.8381
Si  0.2361  -0.3295  -0.7107
Si  0.1326  0.2409  -0.5735
Si  0.2013  -0.002  -0.3216
Si  -0.1649  -0.0876  -0.1075
Si  -0.0178  0.0227  -0.3026
Si  -0.0461  0.0239  -0.3074
Si  0.1083  -0.1197  -0.1662
Si  0.1814  0.0907  -0.1687
Si  0.0099  0.043  -0.1347
Si  0.038  0.0619  -0.0215
Si  0.1049  0.0514  -0.0806
Si  0.0284  0.0741  0.2746
Si  0.0752  0.071  -0.0594
Si  -0.018  -0.065  0.3255
Si  0.052  0.0002  0.0598
Si  0.0328  0.0502  -0.1294
Si  -0.0162  -0.0106  0.063
Si  0.0339  0.0679  0.3554
Si  0.011  0.0423  -0.1588
Si  -0.139  -0.194  0.388
Si  -0.0219  0.1837  -0.0668
Si  -0.0493  -0.0323  0.0326
Si  0.1989  -0.0905  -0.0702
Si  -0.0974  0.1585  0.0018
Si  -0.0285  -0.0515  0.0353
Si  0.0231  -0.1639  -0.0003
Si  -0.0633  0.255  0.0444
Si  -0.0012  -0.1027  -0.0133
Si  0.1917  -0.0211  -0.0907
Si  0.0353  -0.0516  -0.0312
Si  -0.1649  -0.0854  0.3677
Si  0.1163  0.2999  -0.0355
Si  0.0764  -0.0526  -0.06
Si  -0.0192  0.0331  0.2945
Si  -0.1528  0.1308  -0.047
Si  -0.0598  -0.1348  0.0527
Si  -0.066  -0.0454  0.3773
Si  0.0804  -0.0173  0.0326
Si  -0.0425  0.0575  0.1784
Si  0.0659  0.0299  -0.1321
Si  0.0195  0.0401  -0.1367
Si  -0.1547  0.0294  0.2176
Si  0.1248  -0.1999  -0.2996
Si  0.065  -0.1446  0.0167
Si  0.0075  0.2674  0.0048
Si  -0.0517  0.0681  -0.5472
Si  -0.0655  0.0162  -0.0621
Si  0.1889  0.1948  -0.0198
Si  0.1605  -0.2003  0.4526
Si  -0.1005  -0.269  0.0716
Si  -0.1143  0.3287  0.0172
Si  0.0918  -0.0573  0.289
Si  -0.2353  0.347  0.1196
Si  0.076  0.0198  0.4194
Si  -0.3302  -0.2253  0.3503
Si  0.1432  -0.0529  0.3744
Si  0.0634  0.0836  0.0991
Si  0.0677  0.0477  0.5064
Si  0.0405  -0.2947  0.4094
Si  0.1512  0.0493  0.2507
Si  0.1605  -0.2786  0.0339
Si  -0.2349  0.3697  -0.0303
Si  0.0529  0.3402  0.0407
Si  0.2386  -0.1729  0.0737
Si  -0.0963  -0.4433  0.1811
Si  -0.0752  0.2246  -0.041
Si  -0.1187  -0.063  0.4054
Si  -0.0586  0.2329  0.4249
Si  0.0592  -0.0747  -0.139
Si  -0.156  0.0946  0.1159
Si  0.074  0.0452  -0.035
Si  0.2114  -0.1829  -0.2068
Si  0.0623  0.0869  0.3785
Si  0.0327  -0.1059  0.3075
Si  -0.2094  -0.144  0.3422
Si  -0.0039  0.0695  -0.1297
Si  -0.1658  0.123  0.358
Si  0.0357  0.0645  -0.2952
Si  -0.1549  -0.1698  -0.1164
Si  0.1963  -0.1396  0.4182
Si  -0.0062  0.0477  -0.2353
Si  0.0972  -0.0265  0.2546
Si  -0.0715  0.2037  0.442
Si  0.0584  0.1416  0.2258
Si  -0.1659  -0.0729  0.0524
Si  -0.0607  0.0395  -0.1864
Si  -0.0551  -0.1247  0.2898
Si  -0.1728  0.0567  -0.2068
Si  -0.0189  0.0374  -0.2934
Si  0.2298  0.2007  -0.3244
Si  0.1441  0.14  0.0256
Si  0.1188  0.1027  0.3888
O  -0.1185  -0.2208  -0.0012
O  0.0991  -0.4009  0.8975
O  -0.0025  0.3232  0.6665
O  -0.1684  -0.2546  0.2823
O  0.0109  0.2535  0.5626
O  0.1079  0.2523  -0.1222
O  -0.006  0.3926  0.5688
O  -0.0986  -0.0842  -0.2393
O  0.0646  0.2004  0.5307
O  -0.1899  -0.0834  -0.0759
O  0.0629  -0.0371  -0.193
O  -0.1403  -0.526  0.3185
O  -0.0234  -0.0578  0.2483
O  -0.0204  0.3882  0.8102
O  0.1109  0.1595  0.3375
O  0.0739  -0.3571  -0.0836
O  -0.1576  0.2117  -0.0799
O  0.0788  -0.4061  0.2376
O  0.5061  0.1849  0.0413
O  -0.0842  0.2254  0.0326
O  0.2679  0.3118  -0.4748
O  -0.2561  -0.2835  -0.128
O  0.0168  -0.0721  -0.2847
O  -0.1509  -0.0464  -0.2986
O  0.3188  -0.0078  -0.2977
O  0.1983  0.3292  -0.0768
O  0.0664  0.3766  -0.1385
O  -0.1914  -0.2365  0.3166
O  0.3091  0.1253  -0.0281
O  -0.3558  0.0715  -0.4009
O  -0.1086  -0.0257  -0.6434
O  0.2947  -0.4377  0.1165
O  0.3467  -0.1663  -0.1916
O  -0.0186  -0.0702  -0.1454
O  -0.2329  0.053  0.2349
O  -0.0022  -0.1324  -0.5673
O  0.0506  -0.057  -0.1111
O  -0.102  -0.1502  -0.2633
O  0.1564  -0.0436  -0.2502
O  -0.1216  -0.1967  0.2764
O  -0.2916  -0.1345  -0.2444
O  -0.0889  0.1684  -0.3036
O  -0.1708  0.0016  -0.3557
O  -0.0492  -0.1522  -0.2372
O  -0.1298  -0.2337  -0.0522
O  -0.2993  0.4593  -0.2757
O  -0.3148  0.1601  0.005
O  0.1253  0.5933  -0.4885
O  0.5193  0.0231  0.0427
O  0.0132  -0.3959  0.4419
O  0.3353  -0.2202  0.4103
O  0.05  0.0991  0.268
O  -0.1834  -0.1893  -0.0891
O  -0.1079  -0.1995  0.4398
O  -0.3618  -0.2649  -0.1059
O  -0.1002  0.058  -0.1807
O  0.0347  -0.2906  -0.2233
O  0.1952  -0.0604  -0.2932
O  -0.0562  0.3278  -0.2727
O  -0.188  -0.2233  -0.1929
O  0.196  0.1592  -0.0078
O  0.0632  0.2662  0.0137
O  -0.21  -0.1971  0.5683
O  -0.1043  -0.3905  0.1302
O  -0.0319  -0.0572  0.1672
O  0.2281  -0.1615  -0.0617
O  -0.274  0.3209  0.3782
O  -0.0532  -0.2169  -0.5529
O  0.052  0.3487  -0.0111
O  0.0374  0.1236  -0.0117
O  0.0945  -0.1596  0.1019
O  0.0172  -0.0633  0.2758
